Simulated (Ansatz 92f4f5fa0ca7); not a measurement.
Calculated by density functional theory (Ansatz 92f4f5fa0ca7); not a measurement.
Periodic cell of 213 atoms, Si132O78H3, from a study of silicon, its oxide and their interface. The atomic structure is a simulated model.
Doubt: the cutoff is far below the 930 eV that the study's wrapper takes by default for these files, so forces and energies are approximate.
This geometry differs little from another in the collection (a relaxation step or a small displacement).

Settings: functional PBE; potential files Ansatz PAW; basis plane waves; wave-function cutoff 580 eV; density cutoff ratio 5; exchange-correlation grid ratio 1; k mesh 1 x 1 x 1, Gamma-centred; self-consistency stop 5e-08 eV per atom in the density residual; occupations fixed; spin none; net charge +1 e, with a uniform compensating background and no finite-size correction.

Cell vectors (angstrom)
a 10.938 0 0
b 0 10.938 0
c 0 0 31.3387

Atoms and the computed forces on them: element, x, y, z (angstrom), force x, y, z (eV/angstrom)
Si 10.3432 0.5134 23.9887 -0.0003 0.0028 0.0033
Si 5.7146 10.6315 23.9295 -0.0184 0.003 -0.0377
Si 2.1952 3.0443 23.9133 -0.0014 -0.0072 -0.0297
Si 8.6444 2.2251 24.0038 0.0009 -0.0054 -0.0042
Si 0.3339 4.8894 23.8774 -0.0113 -0.0039 -0.0284
Si 4.8814 5.924 24.0384 0.0064 -0.01 -0.0312
Si 3.1968 7.6507 23.8763 -0.0016 0.0018 -0.0459
Si 7.5034 8.7886 23.8331 0.0042 -0.0061 -0.0382
Si 1.1809 1.4152 25.2692 -0.008 0.0093 0.0087
Si 6.8369 1.3123 25.2229 0.0137 -0.0002 0.0079
Si 3.9285 4.105 25.1924 -0.0037 0.0067 0.0067
Si 9.5925 3.9869 25.2614 0.0087 -0.0037 0.0099
Si 1.3361 6.7336 25.0511 0.0077 -0.0066 0.0068
Si 6.709 6.9326 25.1401 -0.0047 0.0123 0.0099
Si 4.0507 9.4924 25.1528 0.0068 -0.0027 0.0158
Si 9.3622 9.6266 25.1157 -0.0048 0.015 0.0065
Si 2.6573 -0.0179 26.4527 -0.0062 -0.0023 0.0027
Si 8.1306 -0.0256 26.6718 0.0011 -0.0014 -0.0286
Si -0.0599 2.7291 26.7594 -0.0101 -0.0139 -0.0345
Si 5.4114 2.7389 26.466 -0.0082 0.0001 -0.0027
Si 2.6304 5.469 26.6189 -0.005 -0.0058 -0.024
Si 8.1572 5.493 26.4187 -0.0108 -0.0037 -0.0013
Si -0.0824 8.1881 26.351 -0.0015 0 -0.0069
Si 5.3987 8.2101 26.6366 -0.0037 -0.0058 -0.0199
Si 4.0606 1.3461 27.8513 -0.001 -0.0003 0.0065
Si 9.5087 1.3306 28.0227 -0.0048 0.0072 -0.002
Si 1.3306 4.1107 28.0245 0.0071 0.0024 0.0101
Si 6.7931 4.1237 27.8388 0.0029 -0.0089 0.0074
Si 4.0413 6.8216 27.955 -0.0006 -0.0046 0.0206
Si 9.5383 6.8382 27.822 0.0001 -0.0021 0.0126
Si 1.2942 9.5348 27.819 0.0047 0.003 0.0163
Si 6.7811 9.545 27.9967 -0.0098 -0.0111 0.0121
Si 0.0007 -0.0224 29.2913 0.0153 -0.0009 0.0026
Si 5.4359 0.0197 29.2932 -0.0049 0.0151 -0.001
Si 2.7434 2.7229 29.2919 0.0093 -0.0097 -0.0005
Si 8.1579 2.7688 29.2864 -0.0133 0.0176 -0.0028
Si -0.0444 5.5121 29.2942 -0.0178 0.007 -0.0025
Si 5.4586 5.4721 29.2794 0.0007 0.0001 -0.0011
Si 2.6912 8.2238 29.2723 -0.0073 0.0166 -0.0089
Si 8.2093 8.1873 29.2809 0.0113 -0.0098 -0.0014
Si 1.3673 1.3673 30.6549 0.0727 -0.1368 -0.103
Si 6.8362 1.3673 30.6549 -0.2338 0.1781 0.0548
Si 4.1018 4.1018 30.6549 0.1152 -0.0965 -0.0305
Si 9.5708 4.1018 30.6549 -0.2221 0.1487 0.0193
Si 1.3673 6.8362 30.6549 -0.1613 0.1914 0.0611
Si 6.8362 6.8362 30.6549 0.0804 -0.0903 -0.1072
Si 4.1018 9.5708 30.6549 -0.2874 0.0648 -0.0182
Si 9.5708 9.5708 30.6549 -0.0063 -0.2415 -0.0086
Si 2.7345 0 0.6835 -0.0111 0.1087 0.0505
Si 8.2035 0 0.6835 0.2305 -0.0384 0.0535
Si 0 2.7345 0.6835 0.2084 -0.1353 -0.0906
Si 5.469 2.7345 0.6835 -0.0264 0.0702 0.0378
Si 2.7345 5.469 0.6835 0.1812 -0.0843 0.0122
Si 8.2035 5.469 0.6835 -0.1579 0.0742 0.0542
Si 0 8.2035 0.6835 -0.0169 0.1907 0.0325
Si 5.469 8.2035 0.6835 0.1598 -0.1828 -0.0398
Si 4.0901 1.3866 2.0597 -0.0075 0.0081 0.0035
Si 9.6251 1.3403 2.058 -0.0004 -0.006 -0.0043
Si 1.4084 4.0656 2.0477 0.0261 -0.0095 0.0198
Si 6.8325 4.1017 2.0493 -0.0003 0.0028 -0.0025
Si 4.1421 6.8065 2.0628 0.016 -0.0187 -0.0311
Si 9.5684 6.8544 2.0368 -0.0086 0.004 0.0031
Si 1.3701 9.588 2.0525 -0.0182 0.0152 -0.0043
Si 6.8476 9.5565 2.05 -0.0018 -0.056 0.0275
Si 0.1029 0.0437 3.5103 -0.0284 -0.008 -0.0289
Si 5.4994 0.0344 3.3662 -0.0445 0.0237 -0.0118
Si 2.7747 2.7432 3.5163 -0.001 0.0012 -0.0196
Si 8.2513 2.74 3.3403 0.0006 -0.0124 -0.0194
Si 0.0269 5.4662 3.3221 -0.0174 0.0217 0.0136
Si 5.4811 5.4251 3.4989 0.0064 0.0099 -0.0022
Si 2.772 8.222 3.3526 0.008 -0.0366 -0.0505
Si 8.2344 8.2174 3.4581 0.0084 0.0011 0.0012
Si 1.4564 1.4156 4.9933 -0.0086 -0.0117 -0.0004
Si 6.9195 1.3706 4.6862 -0.0043 0.0018 0.046
Si 4.1361 4.0616 4.9668 0.0051 -0.0063 0.0019
Si 9.6327 4.1 4.6739 -0.0154 -0.0002 0.0274
Si 1.464 6.7771 4.6456 0.0112 -0.0742 -0.0061
Si 6.8822 6.8051 4.8228 -0.0024 0.0152 -0.0037
Si 4.1208 9.5937 4.7249 -0.0008 -0.1076 0.0159
Si 9.6395 9.6141 4.8199 0.0189 0.0083 0.0246
Si 2.9868 0.0903 6.3435 -0.1539 -0.1363 0.0939
Si 8.3007 0.1013 6.1413 -0.0029 0.0112 -0.0156
Si 0.0214 2.8917 6.2289 -0.0187 0.0033 -0.0013
Si 5.6334 2.6421 6.211 0.0039 0.0045 -0.0171
Si 2.695 5.4981 6.2373 0.0026 0.0439 -0.012
Si 8.3193 5.4334 6.1108 0.0122 -0.0078 -0.0197
Si 0.1151 8.1549 6.0234 0.2311 0.1378 -0.0298
Si 5.4705 8.2126 6.0731 0.0084 -0.012 -0.0298
Si 5.0372 0.734 7.5323 0.0503 0.0208 0.1011
Si 9.1585 1.9594 7.4164 -0.0004 0.0314 0.0505
Si 0.8663 4.6994 7.5664 0.0233 -0.0349 0.0803
Si 7.4157 3.6552 7.3796 0.0028 0.0001 0.0319
Si 3.7367 7.2807 7.3826 -0.0001 0.0764 -0.0518
Si 10.052 6.4821 7.3312 0.0221 0.0123 0.1046
Si 2.0751 8.9901 6.9906 0.0565 0.0193 -0.0562
Si 6.6456 9.839 7.2615 0.024 -0.0247 0.0473
H 4.0536 7.0135 8.8278 -0.1097 0.0956 -0.1039
O 7.0358 4.0148 8.9613 0.0106 -0.0101 -0.0721
O 9.6083 1.8019 9.0121 0.0101 -0.009 -0.0838
O 5.0867 1.0765 9.1572 -0.0113 -0.0116 -0.1113
O 7.3212 9.1286 8.6114 -0.012 0.0099 -0.0582
O 9.4487 7.3445 8.6288 0.0316 -0.0316 -0.0928
O 1.2671 4.2353 9.1148 -0.0265 0.0035 -0.1277
H 8.2827 2.6389 22.6095 -0.0052 0.0025 0.0063
H 10.7687 0.1927 22.587 -0.0011 -0.0033 0.0051
O 10.3294 5.3591 22.5701 0.0086 -0.0139 0.0747
O 2.7751 2.1435 22.6114 -0.0187 0.0123 0.0585
O 2.9797 7.8593 22.2345 -0.0028 -0.0042 0.0819
O 5.2218 5.5335 22.4671 -0.0029 0.011 0.0743
O 4.9742 0.4457 22.6197 0.0169 -0.0155 0.0605
O 7.9295 8.2483 22.3303 -0.0132 0.0091 0.0813
Si 4.5241 8.2054 14.4898 -0.0032 -0.0036 0.0585
Si 4.1498 1.6401 21.8519 0.0032 0.0053 -0.1011
Si 3.9534 1.4308 15.3296 -0.0077 0.0015 0.0465
Si 5.8872 1.2275 10.576 0.0144 0.0024 0.1943
Si 8.0572 7.8635 9.3317 -0.0294 0.0032 0.1513
Si 7.2981 1.5321 14.6728 -0.0002 0.0028 0.0675
Si 5.824 7.8292 19.0696 0 -0.0016 -0.0467
Si 8.5692 10.583 18.8825 0.003 0.0108 -0.043
Si 5.0176 4.5123 21.2287 -0.0046 -0.0081 -0.1034
Si 10.5746 2.8472 12.6799 0.0083 -0.0033 0.1374
Si 1.132 5.022 16.9678 -0.0091 -0.0012 0.009
Si 3.2358 8.2923 20.6837 0.0014 0.0116 -0.1028
Si 4.6101 9.8804 17.1224 -0.0025 -0.0025 0.0076
Si 9.3289 4.5004 18.4634 0.0012 0 -0.0389
Si 8.4151 8.2255 20.7833 0.0095 -0.001 -0.1015
Si 6.493 4.9837 18.682 0.0054 0.0011 -0.0402
Si 1.0105 2.2672 15.5239 0.0077 0.0038 0.0578
Si 2.8496 0.0595 19.5309 -0.0145 -0.0035 -0.0589
Si 4.6234 4.0004 11.5477 -0.0065 -0.0024 0.1419
Si 0.3962 9.3401 15.8747 0.0064 -0.001 0.0408
Si 9.1594 1.0736 10.4006 0.0026 -0.0051 0.1466
Si 9.2366 10.489 14.2252 0.0056 0.0044 0.091
Si 6.8119 5.1694 10.0951 -0.0045 -0.0118 0.1532
Si 7.4495 2.2468 17.8168 0.0038 0.0047 -0.0042
Si 8.7846 5.2297 12.573 0.0047 0.0071 0.1327
Si 0.4049 0.5581 17.9141 -0.0005 -0.0012 -0.011
Si 2.3788 5.6245 19.7293 -0.0027 0.0006 -0.0678
Si 5.0712 10.8897 13.1628 -0.0114 -0.0085 0.1255
Si 10.4166 5.744 20.9875 -0.0009 0.0058 -0.102
Si 1.6184 4.4719 10.6963 0.0191 0.0096 0.1943
Si 9.6783 9.2494 11.3432 0.0239 0.019 0.1668
Si 6.9963 6.4723 14.9056 -0.0083 0.0107 0.0619
Si 1.8664 7.1324 14.7292 0.0089 0.0038 0.0761
Si 8.6133 8.5742 16.3651 0.0054 -0.0034 0.0259
Si 0.4077 6.8593 11.9593 0.002 -0.0026 0.1447
Si 5.5344 3.8564 14.4923 0.0066 -0.0052 0.0792
O 9.835 1.7527 11.7154 -0.0135 -0.0205 -0.0766
O 3.0973 3.9005 11.0311 -0.0214 -0.0001 -0.0614
O 4.2468 8.7678 15.996 0.0044 -0.0033 -0.0203
O 0.1517 8.4118 11.4782 -0.0084 0.0095 -0.0711
O 9.995 0.3969 18.777 -0.002 -0.0023 0.018
O 0.8834 6.7177 13.5074 -0.0149 -0.0022 -0.0718
O 0.65 3.6347 11.6825 0.0213 0.0149 -0.0772
O 8.6113 9.7961 20.3235 -0.0019 -0.0085 0.0416
O 9.7059 4.6064 20.0508 0.0036 0.0035 0.0418
O 3.526 10.2742 18.247 0.005 0.0003 0.0108
O 3.4123 7.0364 14.2226 0.0012 -0.0033 -0.0269
O 8.445 8.3112 10.8396 -0.0081 -0.0199 -0.0883
O 3.6018 4.8149 20.4523 0.0103 -0.0038 0.0429
O 4.7802 0.3729 16.2977 0.0011 0.0056 -0.0127
O 9.7427 7.2321 20.7034 -0.0014 -0.0008 0.0358
O 7.5155 1.087 10.4597 -0.0043 -0.0003 -0.0623
O 4.8314 8.2818 20.3045 -0.0079 0.0002 0.0418
O 3.9894 1.0364 13.7317 0.0074 -0.0047 -0.0474
O 5.0967 2.9619 21.7292 -0.0039 -0.0032 0.0463
O 4.4639 9.4068 13.4009 0.0046 0.0122 -0.0456
O 2.1226 4.9468 18.2676 -0.0023 0.0004 0.018
O 8.001 5.4154 18.2413 -0.0045 0.0021 0.014
O 5.2855 5.1971 10.6547 0.0197 0.0134 -0.0666
O 6.81 2.9398 14.014 -0.0011 0.0046 -0.035
O 0.09 1.6479 16.7296 -0.0003 0.0039 -0.0108
O 1.6509 8.6987 15.1044 0.0033 -0.006 -0.0242
O 7.3009 1.6981 16.2887 -0.002 -0.0029 -0.0276
O 5.9844 7.5548 14.2665 0.0028 -0.0005 -0.0279
O 9.4679 3.9098 13.234 0.0002 0.0033 -0.0431
O 5.3404 0.0545 11.5673 0.009 0.0169 -0.1021
O 1.482 6.0891 10.9922 0.0078 -0.0177 -0.0734
O 2.6458 7.2283 19.5877 -0.0005 0.001 0.0331
O 6.4153 0.3037 14.0317 -0.0048 -0.0065 -0.0382
O 7.7674 4.833 11.367 -0.0181 -0.001 -0.0782
O 9.8016 10.501 10.3031 0.0073 0.0009 -0.0772
O 4.7245 4.3257 13.1492 -0.0073 0.0007 -0.0737
O 1.0643 5.5918 20.6759 -0.0077 -0.0003 0.0425
O 6.1266 5.1392 15.3335 -0.0008 -0.0037 -0.0207
O 1.3357 3.8034 15.9238 -0.0007 -0.0058 -0.0159
O 5.5508 6.332 18.359 -0.0014 -0.0013 0.0146
O 2.3846 1.4083 15.6971 0.0044 -0.0008 -0.0147
O 7.4328 0.8533 18.7369 -0.0023 -0.0013 0.0152
O 7.0211 6.617 9.3864 0.0149 0.0277 -0.07
O 6.3116 4.7617 20.2846 -0.0067 -0.0043 0.0429
O 8.2295 9.6153 15.1674 0.0037 0.0103 -0.0286
O 5.4645 2.6445 11.2406 0.0121 -0.0183 -0.0686
O 7.2755 7.6478 19.7801 0.0028 -0.0004 0.0328
O 10.5268 5.057 17.5097 0.0032 -0.0005 0.0062
O 8.8047 1.123 14.2218 0.0048 0 -0.0311
O 6.2971 3.4263 18.0742 -0.0036 0.0015 0.0107
O 4.582 2.9445 15.4698 0.0057 0.0071 -0.0228
O -0.2007 10.4471 14.8371 -0.0109 0.0028 -0.0312
O 1.5817 0.9352 18.9836 0.0038 -0.0004 0.0227
O 8.0844 6.0661 13.771 0.0178 -0.0119 -0.0609
O 3.7974 1.1003 20.3501 0.0064 0.0088 0.0507
O 8.4418 9.4001 17.7542 -0.0009 -0.0032 0.002
O 8.9004 2.9727 18.0793 -0.0011 -0.0011 0.0122
O 2.4913 9.7443 20.5279 0.0021 -0.0052 0.0387
O 1.5364 6.3187 16.0864 0.0044 0.0062 -0.0204
O 9.9129 6.1242 11.8394 0.0059 0.0069 -0.0586
O 7.7356 7.2106 16.173 -0.0045 -0.006 -0.0156
O 5.7805 9.0691 17.9727 -0.0028 0.0016 0.0082
O 0.8342 10.0648 17.2503 -0.0013 -0.0031 -0.0033
O 10.2015 8.1952 16.1964 -0.0016 0.0025 -0.0105
O 0.4393 2.2455 13.9832 -0.0153 0.0081 -0.0649
O 9.2026 9.8333 12.7638 0.008 -0.0176 -0.0904

Results
free energy: -128325.140 eV
free energy less fixed offsets of H -15.97, O -568.88, Si -635.61 eV per atom: -4.070 eV

The program warned: the cutoff lies below the one the program advises for these potential files; the forces do not sum to zero within the program's tolerance; the exchange-correlation potential is rough where the density is thin.
